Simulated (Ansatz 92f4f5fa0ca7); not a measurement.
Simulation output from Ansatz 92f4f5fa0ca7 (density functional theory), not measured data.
Periodic cell of 138 atoms, Si78O60, from a study of silicon, its oxide and their interface. The atomic structure is a simulated model.

Settings
functional: r2SCAN
potential files: Ansatz norm-conserving
basis: plane waves
wave-function cutoff: 1300 eV
density cutoff ratio: 4
exchange-correlation grid ratio: 1
k mesh: 2 x 2 x 1, shifted by 0.5 0.5 0.5 of a step
self-consistency stop: 5e-10 eV per atom in the density residual
occupations: Fermi-Dirac, 0.05 eV
spin: none
net charge: 0

Cell vectors (angstrom)
a, 10.9341, 0.0469, -0.0057
b, 0.0469, 10.927, -0.039
c, -0.0101, -0.0692, 19.6524

Atoms and the computed forces on them: element, x, y, z (angstrom), force x, y, z (eV/angstrom)
Si, 0.7023, 10.7933, 19.1753, -0.8143, -0.1998, -0.9105
Si, 2.6113, 2.8876, 19.4022, -0.6881, 0.0514, -0.0319
Si, 10.5103, 6.008, 0.133, 0.6271, -0.0156, -0.5968
Si, 2.8118, 8.477, 0.0675, -2.0089, -1.0967, -0.0907
Si, 5.7658, 10.5251, 0.3478, 1.6887, 1.3314, -1.7625
Si, 7.9944, 2.986, 0.0738, -0.6831, -0.3737, -1.7407
Si, 5.3753, 4.8963, 0.2402, 1.3129, 0.2996, 1.2577
Si, 8.0534, 8.2769, 19.4314, 1.5597, -0.416, 0.8552
Si, 1.2724, 1.3153, 1.1937, 0.7525, 1.3406, 0.3657
Si, 3.7512, 4.0466, 1.4741, 0.5363, -1.2465, 0.1755
Si, 1.4271, 6.8919, 1.4211, 0.3364, -0.4427, -1.2483
Si, 4.199, 9.4843, 1.4903, -0.2172, -0.2113, 1.2779
Si, 7.0194, 1.3098, 1.3908, -1.0136, -0.4478, 0.5305
Si, 9.5303, 4.1205, 1.3089, 1.5854, 0.4834, 0.5526
Si, 6.7442, 6.4033, 1.4794, -0.7409, 1.3109, -1.0219
Si, 9.5385, 9.2113, 1.4968, -0.4919, -0.2494, -0.3346
Si, 2.7453, 10.8848, 2.5619, -0.6553, 0.6406, 0.6387
Si, 10.8381, 2.6015, 2.6591, 0.0973, 0.1851, -0.6809
Si, 2.6422, 5.4804, 2.7784, -0.3029, 0.302, 0.5854
Si, 0.1421, 8.0845, 2.8842, -0.4025, 0.4686, -0.5055
Si, 8.3357, 10.7835, 2.7216, -0.5159, -0.2064, 0.1468
Si, 5.3443, 2.6502, 2.7174, 0.9941, 0.3239, -0.8483
Si, 8.2875, 5.4088, 2.8934, -0.6363, -0.3921, -0.5396
Si, 5.4559, 8.1053, 2.8917, 0.9606, -0.9823, -1.2367
Si, 4.1388, 1.2074, 3.9857, -0.3469, 0.1911, 0.2152
Si, 1.3894, 3.8652, 3.9539, -0.5134, 0.6162, 1.1184
Si, 4.0695, 6.7831, 4.1391, -0.2839, -0.5501, 0.7166
Si, 1.4223, 9.5763, 4.0973, 0.8044, -0.4026, 0.5627
Si, 9.6379, 1.1927, 4.0787, -0.3126, 0.6072, 0.7154
Si, 6.7358, 4.0842, 4.0875, 0.4512, -0.7917, 0.8601
Si, 9.5808, 6.8668, 4.1509, 1.1393, -0.6725, 0.3115
Si, 6.9459, 9.3581, 4.1469, 0.1967, 1.2144, -0.1289
Si, 0.0902, 10.8352, 5.5169, -0.5572, 1.15, 0.6707
Si, 2.8889, 2.6158, 5.3695, -0.8963, 0.5163, 0.6341
Si, 0.0387, 5.2669, 5.5188, -0.2878, -0.781, -1.4183
Si, 2.823, 8.2081, 5.5533, -0.5988, -0.2271, -0.6738
Si, 5.5702, 10.9118, 5.2802, 0.4763, -0.2612, 0.7318
Si, 8.3069, 2.6732, 5.4722, -0.4662, -0.299, -0.7882
Si, 5.3554, 5.3709, 5.5322, 1.0904, 1.5451, 0.1198
Si, 8.4249, 8.2342, 5.5761, -0.4032, 0.0097, 0.7414
Si, 1.3215, 1.5246, 6.8143, 0.2392, 0.5826, 0.039
Si, 3.9071, 4.2254, 6.9271, 1.3999, -1.9602, -0.1123
Si, 1.4672, 6.5905, 6.7141, 0.7526, 0.7536, 0.438
Si, 4.2399, 9.6463, 6.7268, -0.4637, 0.5867, 0.0959
Si, 6.8036, 1.4309, 6.7701, 0.0006, -0.7991, -0.2329
Si, 9.5455, 4.0095, 6.9244, -0.7363, 0.9768, 0.5483
Si, 7.0056, 6.8785, 6.8914, -1.2434, -1.0885, 0.4878
Si, 9.5613, 9.7881, 7.0748, -0.2395, -0.3936, -1.2152
Si, 2.5641, 10.8574, 7.9952, -0.0579, -1.9335, 0.1428
Si, 0.414, 3.353, 8.2114, -0.8601, -2.2913, -0.4665
Si, 2.6471, 5.4539, 8.3915, -0.3935, 0.1032, -1.2323
Si, 0.1389, 8.641, 8.3537, 1.6101, 0.4292, 2.0792
Si, 7.8177, 10.8067, 8.2668, -0.3562, 1.0717, 1.8903
Si, 5.5259, 2.8194, 8.1173, 0.1792, 1.2135, -0.9775
Si, 7.7359, 5.0165, 8.3906, 0.0525, -0.2577, -2.185
Si, 5.711, 8.5178, 8.1101, 0.7098, 1.0534, 0.5207
Si, 3.6698, 6.8161, 9.988, -0.2249, 2.3221, -0.8784
Si, 3.1896, 10.1963, 15.3558, 0.4037, -0.437, -0.2942
Si, 3.3753, 7.3927, 16.7948, 0.8565, -1.4126, 0.7751
Si, 9.2012, 9.9797, 13.2956, 0.7513, -1.1783, -1.5177
Si, 7.971, 0.6643, 11.3733, -1.3538, -0.4585, -3.296
Si, 9.917, 2.7252, 12.2674, 0.1256, -0.4353, -2.2433
Si, 8.458, 5.3367, 11.3323, -1.3799, -1.1925, -1.1825
Si, 5.0788, 5.0673, 16.8118, -2.1677, 0.1431, -0.9658
Si, 10.2459, 7.1806, 13.1127, 1.4308, 0.0202, 0.0703
Si, 5.3364, 4.9073, 11.9296, 0.3873, 0.2557, 1.5045
Si, 5.0987, 1.9191, 10.8643, 0.2283, -0.6039, 1.0395
Si, 0.4433, -0.0475, 16.3125, -0.1017, 0.9739, 0.1396
Si, 7.0577, 2.8864, 16.8294, -1.5248, 1.5651, -0.2554
Si, 0.5703, 4.5024, 14.3602, -0.2147, 0.5927, -0.3183
Si, 9.3515, 9.7787, 17.6801, 0.5601, 1.6681, -0.6242
Si, 1.1859, 8.601, 11.0783, -0.9063, -0.69, -0.389
Si, 8.7281, 0.8966, 15.687, -1.4353, -0.3131, -0.6962
Si, 4.5655, 1.0582, 17.6369, 0.9682, 0.1131, 0.467
Si, 3.4422, 1.0992, 13.1588, -1.0295, -0.0466, 1.831
Si, 3.6424, 3.9997, 14.2822, 0.2052, -0.1814, 0.0063
Si, 0.7779, 0.4483, 12.2097, 0.2354, -1.4827, -2.0905
Si, 1.2325, 5.001, 17.2915, 0.9788, -0.1503, -0.6424
O, 4.8475, 1.9017, 9.2766, -0.1256, -0.2162, 0.4145
O, 7.7049, 2.2038, 15.522, 1.9895, -1.2896, -0.1155
O, 4.7522, 7.8302, 9.2297, -0.4958, -1.195, 0.8901
O, 3.7024, 0.2259, 16.5661, 0.0112, 0.3156, -0.289
O, 8.6834, 1.6784, 12.3657, 0.356, 1.0813, 1.0214
O, 8.1979, 5.738, 9.7282, 0.8732, 0.1379, 2.7336
O, 9.3105, 6.4673, 12.0428, -0.6937, -0.4408, -0.5781
O, 8.3759, 0.6251, 9.7093, -0.3124, -0.2848, 0.7803
O, 10.6095, 9.572, 16.6738, 0.1165, 0.3444, -0.1787
O, 8.1488, 2.795, 18.0071, 0.1139, 0.1112, 1.9357
O, 4.7631, 4.8291, 13.4691, 0.1306, 0.3699, -1.1833
O, 1.811, 1.1653, 13.1329, 1.7082, 0.4899, 0.727
O, 4.7898, 6.6342, 16.4191, -0.0739, -0.5229, 0.4849
O, 6.6255, 9.8142, 8.883, -0.1803, -1.6797, -1.5088
O, 3.3509, 8.6055, 15.7468, -0.4783, 1.2233, -0.3735
O, 10.8415, 8.5714, 9.9927, 0.7209, -0.1969, -0.0014
O, 6.839, 9.3038, 0.1378, -0.3193, 0.332, -0.8576
O, 3.8358, 2.3837, 14.0916, -0.0586, -0.102, -1.0417
O, 3.5074, 7.9203, 18.3452, -0.2318, 0.0988, -0.5134
O, 0.6492, 7.7155, 12.3878, 0.2321, 1.1376, -0.7142
O, 1.5771, 10.1907, 11.2371, -0.9636, 0.4516, 1.2571
O, 1.5927, 10.4569, 15.186, -0.019, 0.2705, 0.8922
O, 2.2003, 6.2439, 16.8061, 0.1106, 0.5474, -0.2698
O, 9.2606, 3.8859, 11.3207, 0.1156, 1.0797, 0.3747
O, 0.9933, 0.5917, 17.7294, -0.2376, -1.1326, 0.4911
O, 3.9368, 1.0759, 11.6562, 0.536, 0.7558, -0.823
O, 10.6413, 10.6542, 12.9662, -1.0774, -1.1693, 1.2361
O, 10.3135, 1.1468, 15.782, 0.823, -0.1758, -0.5932
O, 4.4137, 5.9604, 11.0952, 1.1311, -0.4402, 0.9577
O, 5.3599, 10.8316, 18.4426, -0.0385, -0.1316, 0.4973
O, 8.4039, 0.0814, 17.0642, -0.1583, -1.3161, 0.7911
O, 4.7578, 4.9414, 18.4198, -0.0633, 0.4403, -1.8657
O, 5.6659, 2.1082, 17.0653, -0.4003, -0.836, 0.1476
O, 0.0414, 1.6612, 11.4454, -0.4939, 1.5967, 0.0026
O, 6.649, 3.8282, 8.8768, 0.0175, 0.5132, -0.7887
O, 0.6429, 4.2492, 15.953, 0.0093, 0.0907, 0.4745
O, 9.393, 8.4128, 13.7245, 0.164, 0.3944, 0.0414
O, 8.2941, 10.1276, 11.9458, 0.0244, -0.443, 0.2434
O, 8.7575, 8.3129, 17.892, -1.6189, 0.7681, 1.6859
O, 0.307, 7.1234, 7.7868, -0.2308, 1.056, 0.1171
O, 1.3234, 4.5306, 8.8097, 0.7654, 0.3871, 0.7996
O, 7.5701, 6.8646, 0.0134, -1.0579, -1.0731, 1.014
O, 6.6559, 3.8773, 0.207, -0.5768, 0.2995, -0.7775
O, 2.5327, 7.8381, 10.5856, 0.2948, -0.7203, 0.1292
O, 9.9682, 10.3946, 19.1471, 0.8657, 0.0009, -1.3262
O, 10.5791, 3.3739, 13.5747, 0.857, 0.9979, 0.8649
O, 2.0071, 3.9602, 18.261, 0.6608, -1.4803, 0.7572
O, 3.8764, 10.643, 13.9327, -0.225, 0.0542, 0.4662
O, 6.4124, 1.1185, 11.3447, 0.227, 0.2248, -0.0712
O, 10.7789, 6.0278, 14.1418, 0.1713, -0.6066, -0.1788
O, 4.0098, 4.2193, 15.816, 0.4585, 0.7726, 2.0605
O, 1.5299, 9.4141, 19.3533, 0.4583, -0.083, -0.5459
O, 0.0889, 5.5811, 18.1972, -1.6756, 0.637, 1.4723
O, 5.0635, 3.4675, 11.3268, -0.1215, -1.2879, -0.6294
O, 3.7395, 1.9349, 18.7001, -0.8819, 0.1118, -0.1633
O, 1.6217, 9.4783, 8.4351, -0.5771, 0.5871, -1.3301
O, 2.146, 4.5461, 13.8652, -0.4978, -0.6609, -0.0212
O, 6.5125, 4.462, 16.5299, 2.0395, -1.5387, 0.0948
O, 6.9556, 5.1572, 12.0495, 0.3198, 0.4924, -0.9042
O, 8.4661, 10.7771, 14.4159, -0.5829, 1.4098, 2.2961

Results
free energy: -37017.952 eV
free energy less fixed offsets of O -463.61, Si -117.95 eV per atom: -1.252 eV
pressure: -1.42 GPa
stress xx, yy, zz, yz, xz, xy (GPa, positive in tension): 0.54, 1.91, 1.81, 0.12, 0.55, 0.04
